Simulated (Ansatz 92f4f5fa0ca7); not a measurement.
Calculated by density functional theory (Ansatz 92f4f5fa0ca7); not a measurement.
Periodic cell of 208 atoms, Si124O76P8, from a study of silicon, its oxide and their interface. The atomic structure is a simulated model.
Doubt: the cutoff is far below the 930 eV that the study's wrapper takes by default for these files, so forces and energies are approximate.
This geometry differs little from another in the collection (a relaxation step or a small displacement).

Settings
functional: PBE
potential files: Ansatz PAW
basis: plane waves
wave-function cutoff: 580 eV
density cutoff ratio: 5
exchange-correlation grid ratio: 1
k mesh: 1 x 1 x 1, Gamma-centred
self-consistency stop: 5e-08 eV per atom in the density residual
occupations: fixed
spin: none
net charge: 0

Cell vectors (angstrom)
a, 10.938, 0, 0
b, 0, 10.938, 0
c, 0, 0, 31.5364

Atoms and the computed forces on them: element, x, y, z (angstrom), force x, y, z (eV/angstrom)
P, 10.4073, 0.5491, 24.1302, -0.0025, 0.0027, 0.0111
Si, 6.0672, 10.5534, 24.2297, -0.014, -0.0074, 0.0064
P, 2.1272, 3.1569, 24.1551, 0.0016, -0.0012, 0.0082
P, 8.7749, 2.2173, 24.1502, -0.0039, 0.0055, 0.001
P, 0.5067, 4.8444, 24.1037, -0.0096, 0.0008, -0.0009
Si, 4.717, 5.6479, 23.9429, 0.0062, -0.0009, 0.0011
Si, 3.3151, 7.6873, 24.0943, -0.0033, 0.0013, 0.0067
Si, 7.6657, 8.7058, 24.142, 0.0034, 0.007, 0.0064
Si, 1.2149, 1.433, 25.4354, -0.0066, 0.0078, -0.0111
Si, 7.0217, 1.3722, 25.482, 0.0064, -0.0009, -0.01
Si, 3.8844, 4.0361, 25.4394, -0.0078, 0.0004, -0.0109
Si, 9.6998, 3.9696, 25.417, 0.0165, -0.0121, -0.0079
Si, 1.4008, 6.7122, 25.2732, 0.0025, -0.0035, -0.0062
Si, 6.7112, 6.7423, 25.1819, -0.0054, -0.0049, -0.0016
Si, 4.1912, 9.5225, 25.3681, 0.0064, 0.0079, -0.0064
Si, 9.5248, 9.6685, 25.3629, 0.0047, -0.0035, -0.0071
Si, 2.7283, -0.0104, 26.6703, 0.0039, -0.0053, 0.0047
Si, 8.2364, -0.0283, 26.8655, 0.0072, 0.0044, 0.0139
Si, 0.0013, 2.7262, 26.8917, -0.0028, -0.0003, 0.0163
Si, 5.4688, 2.7317, 26.703, 0.0022, 0.0021, 0.0069
Si, 2.7079, 5.503, 26.8175, -0.003, 0.0024, 0.0165
Si, 8.2002, 5.451, 26.622, -0.0049, 0.0039, 0.0021
Si, 0.0133, 8.188, 26.6393, 0.0011, 0.0038, 0.0082
Si, 5.5084, 8.1428, 26.758, 0.0016, -0.0004, 0.0125
Si, 4.1018, 1.3673, 28.1182, -0.0339, -0.1487, -0.5293
Si, 9.5708, 1.3673, 28.1182, -0.0306, -0.1988, 0.9708
Si, 1.3673, 4.1018, 28.1182, 0.1575, 0.3149, 0.6829
Si, 6.8362, 4.1018, 28.1182, 0.0026, 0.1732, -0.5932
Si, 4.1018, 6.8362, 28.1182, 0.1818, 0.1437, 0.3279
Si, 9.5708, 6.8362, 28.1182, -0.1056, -0.0006, -0.8647
Si, 1.3673, 9.5708, 28.1182, -0.0121, -0.1216, -0.651
Si, 6.8362, 9.5708, 28.1182, -0.0997, -0.5056, 0.3549
Si, 0, 0, 29.4854, -0.0847, 0.0715, 0.0554
Si, 5.469, 0, 29.4854, -0.0882, -0.1223, -0.0062
Si, 2.7345, 2.7345, 29.4854, 0.0026, 0.1135, 0.0147
Si, 8.2035, 2.7345, 29.4854, 0.01, -0.1139, 0.0231
Si, 0, 5.469, 29.4854, 0.0377, -0.096, 0.0192
Si, 5.469, 5.469, 29.4854, -0.0246, 0.0697, 0.0228
Si, 2.7345, 8.2035, 29.4854, 0.0713, -0.0019, 0.0136
Si, 8.2035, 8.2035, 29.4854, -0.0652, 0.0626, 0.0362
Si, 1.3673, 1.3673, 30.8527, 0.0653, -0.1128, -0.0177
Si, 6.8362, 1.3673, 30.8527, -0.0273, 0.0463, 0.0229
Si, 4.1018, 4.1018, 30.8527, 0.0931, -0.0529, -0.0106
Si, 9.5708, 4.1018, 30.8527, -0.0614, 0.1096, 0.0245
Si, 1.3673, 6.8362, 30.8527, -0.0772, 0.0534, 0.0234
Si, 6.8362, 6.8362, 30.8527, 0.0325, -0.0427, -0.0114
Si, 4.1018, 9.5708, 30.8527, -0.0138, 0.0416, 0.0362
Si, 9.5708, 9.5708, 30.8527, 0.0847, -0.0707, -0.0069
Si, 2.7345, 0, 0.6835, -0.0795, 0.0806, 0.0138
Si, 8.2035, 0, 0.6835, 0.0687, -0.0553, -0.0277
Si, 0, 2.7345, 0.6835, 0.0432, -0.0717, -0.0303
Si, 5.469, 2.7345, 0.6835, -0.0904, 0.0659, 0.0135
Si, 2.7345, 5.469, 0.6835, 0.0598, -0.0531, -0.0202
Si, 8.2035, 5.469, 0.6835, -0.0893, 0.0353, 0.0059
Si, 0, 8.2035, 0.6835, -0.0575, 0.1056, 0.0061
Si, 5.469, 8.2035, 0.6835, 0.0448, -0.076, -0.0242
Si, 4.1018, 1.3673, 2.0507, 0.0818, -0.0444, -0.0067
Si, 9.5708, 1.3673, 2.0507, -0.0756, 0.0305, -0.0272
Si, 1.3673, 4.1018, 2.0507, -0.0417, 0.0627, -0.0001
Si, 6.8362, 4.1018, 2.0507, 0.1012, -0.024, -0.0204
Si, 4.1018, 6.8362, 2.0507, 0.0079, 0.1126, -0.0216
Si, 9.5708, 6.8362, 2.0507, 0.0663, -0.0668, -0.004
Si, 1.3673, 9.5708, 2.0507, 0.0488, -0.113, -0.0496
Si, 6.8362, 9.5708, 2.0507, -0.0577, 0.0463, 0.0124
Si, 0, 0, 3.418, -0.1176, -0.015, 0.5641
Si, 5.469, 0, 3.418, 0.0031, 0.0879, -0.6549
Si, 2.7345, 2.7345, 3.418, -0.0163, 0.0049, 0.8524
Si, 8.2035, 2.7345, 3.418, 0.0141, -0.0384, -0.4362
Si, 0, 5.469, 3.418, -0.0494, -0.0421, -0.7232
Si, 5.469, 5.469, 3.418, 0.1238, 0.1152, 0.4609
Si, 2.7345, 8.2035, 3.418, -0.0109, 0.1938, -0.7048
Si, 8.2035, 8.2035, 3.418, 0.0057, 0.0505, 0.9221
Si, 1.3291, 1.3559, 4.8758, 0.0065, 0.0074, -0.0038
Si, 6.8228, 1.3633, 4.712, -0.0097, -0.0095, -0.0278
Si, 4.1292, 4.1378, 4.8585, -0.0083, -0.0084, -0.0035
Si, 9.5873, 4.1043, 4.7045, 0.0091, 0.0096, -0.0299
Si, 1.3562, 6.8451, 4.6706, -0.0064, -0.0065, -0.0227
Si, 6.8168, 6.8364, 4.8941, 0.0037, 0.005, -0.0074
Si, 4.0722, 9.6174, 4.6917, 0.0061, 0.0066, -0.0272
Si, 9.5694, 9.6027, 4.9025, -0.0059, -0.0041, -0.0053
Si, 2.7676, -0.0721, 6.1806, -0.0047, -0.0031, 0.0064
Si, 8.111, 0.1382, 6.2233, 0.0078, 0.0021, 0.0083
Si, -0.103, 2.797, 6.1845, -0.002, -0.0044, 0.0074
Si, 5.5912, 2.723, 6.156, 0.0015, 0.0041, 0.0062
Si, 2.7087, 5.6293, 6.1056, 0.004, 0.0019, 0.008
Si, 8.2908, 5.3599, 6.1716, -0.0069, -0.0022, 0.0112
Si, 0.1379, 8.1536, 6.1499, 0.0033, 0.0065, 0.0062
Si, 5.3185, 8.3163, 6.1408, -0.0017, -0.0058, 0.0116
Si, 4.4171, 1.1158, 7.5113, -0.0029, 0.0019, -0.0012
P, 9.0293, 1.9365, 7.444, 0.0006, -0.0026, 0.0014
Si, 1.0654, 4.5205, 7.4376, 0.0011, -0.0005, -0.0025
P, 7.3819, 3.5872, 7.4266, 0.0022, 0.0013, -0.0024
P, 3.5618, 7.3996, 7.3995, -0.0023, 0.0011, -0.0007
Si, 10.1248, 6.3417, 7.427, 0.0023, -0.0027, -0.0098
P, 1.9093, 9.0473, 7.4152, 0.0024, -0.0011, -0.0015
Si, 6.2381, 10.1159, 7.4751, -0.0012, 0.0023, -0.0094
O, 3.7174, 1.906, 8.8379, 0.0003, 0.0004, -0.0007
O, 6.7068, 9.3361, 8.8571, 0.002, -0.0023, 0.0069
O, 9.495, 6.9862, 8.8176, -0.0001, 0.0009, 0.0038
O, 1.8866, 3.9458, 8.7866, 0.0017, 0.0011, 0.0002
O, 3.3886, 8.4298, 22.5963, -0.0004, 0.0003, -0.0022
O, 4.4885, 4.9001, 22.4274, -0.0014, -0.0045, 0.0008
O, 5.9972, 0.2352, 22.6956, 0.0019, 0.0047, -0.0012
O, 7.9035, 8.4728, 22.5246, 0, -0.0032, -0.0026
Si, 9.5136, -0.1299, 16.9851, -0.0006, 0.0001, -0.0036
Si, 4.6995, 3.9524, 21.0782, 0.0018, -0.0007, -0.0025
Si, 5.51, -0.0926, 17.1504, -0.0009, -0.0005, -0.0012
Si, 10.6715, 2.2719, 15.4978, -0.0009, 0.0005, -0.0023
Si, 9.1939, 2.3408, 12.6482, -0.0008, -0.0001, 0.0012
Si, 1.4469, 7.8696, 11.7627, -0.0024, 0.0008, 0.0023
Si, 8.7201, 9.6612, 14.3514, 0.0004, -0.0003, 0
Si, 8.9038, 4.3911, 16.8948, 0.0004, 0.0003, -0.0023
Si, 8.8774, 6.4414, 14.5955, -0.0005, -0.0002, 0
Si, 1.7658, 6.0077, 16.4703, -0.001, -0.0016, -0.0024
Si, 6.8204, 0.2221, 12.6039, 0, -0.0008, -0.001
Si, 2.4521, 2.6108, 19.0787, 0.0026, 0.0015, -0.0037
Si, 7.7498, 10.7353, 19.2883, -0.0007, 0.0015, -0.002
Si, 5.1567, 2.4546, 13.8577, -0.0003, 0.0012, -0.001
Si, 0.1965, 4.5214, 18.8218, 0.0006, 0.0002, -0.0035
Si, 0.6179, 10.4617, 13.3851, 0.0003, -0.0011, 0.0003
Si, 3.0142, 8.0891, 21.0483, 0.0024, -0.0005, 0.0003
Si, 5.0201, 4.6529, 11.5484, -0.0025, -0.0023, 0.0028
Si, 3.5091, -0.1726, 19.5157, 0.001, -0.0014, -0.0025
Si, 4.9109, 6.0702, 16.8349, 0.0004, 0.001, -0.0005
Si, 5.8639, 1.0399, 21.3027, -0.001, 0.0002, -0.0038
Si, 8.2001, 8.0831, 20.986, 0.0001, -0.0009, -0.0027
Si, 7.9668, 5.2262, 12.1125, 0.0018, 0.0004, 0.0032
Si, 2.7862, 2.1114, 15.9751, 0.0006, 0.0012, -0.0003
Si, 9.5213, 7.3473, 10.3974, -0.001, 0.0002, 0.0007
Si, 6.8432, 9.0614, 10.4473, -0.0004, 0.0009, -0.0023
Si, 2.268, 10.0192, 15.9524, 0.0005, 0.0007, -0.0013
Si, 4.7685, 8.5699, 15.0578, -0.0004, -0.0006, -0.0025
Si, 0.5036, 8.5123, 17.5324, -0.0005, -0.0017, -0.0009
Si, 5.6028, 6.5067, 19.8058, -0.0026, -0.0004, -0.0026
Si, 6.1927, 3.0912, 16.4014, 0.0002, 0, -0.0026
Si, 0.2024, 7.0288, 20.3644, 0.0006, 0.0008, -0.004
Si, 0.9905, 2.418, 12.0831, 0.0004, -0.0006, 0.0006
Si, 0.8553, 5.3427, 13.6326, 0, -0.0006, 0.0004
Si, 2.9905, 3.124, 9.6843, 0.0002, -0.0001, -0.0018
Si, 4.4737, 7.6454, 11.9822, 0.0012, 0, 0.0027
O, 10.2716, 5.7899, 14.0369, -0.0001, 0.0003, -0.0009
O, 4.8916, 3.4464, 12.621, 0.0011, -0.0017, -0.0014
O, 4.2201, 7.1802, 20.3987, 0.0021, -0.0001, 0.0005
O, 9.0853, 6, 11.2113, -0.0017, -0.0012, -0.0014
O, 3.8679, 2.6023, 14.8553, -0.0008, 0, 0.0004
O, 6.4993, 10.4953, 11.1572, -0.0007, 0, -0.0001
O, 1.3324, 2.4975, 15.3737, 0.0004, -0.0006, -0.0002
O, 0.3778, 7.8226, 18.968, 0.0002, 0.0016, -0.0004
O, 6.9692, 7.1491, 20.4357, -0.0002, 0.0001, 0.0034
O, 9.933, 10.2254, 13.3925, -0.0003, -0.0005, -0.0007
O, 7.6195, 3.4146, 17.1087, -0.0002, -0.0005, 0.0014
O, 1.0199, 10.1881, 14.9328, 0.0009, -0.0001, 0.0003
O, 0.1418, 7.7661, 10.7498, 0.002, 0, -0.0018
O, 7.9948, 1.3098, 12.3492, -0.0001, 0.0001, -0.0014
O, 1.2163, 0.9813, 12.8927, -0.0004, -0.0016, -0.0013
O, 0.8846, 3.0856, 19.1844, -0.0006, -0.0001, 0.0027
O, 5.6923, 1.5678, 16.9184, 0.0004, 0.0004, 0.0011
O, 1.0851, 5.0703, 17.5883, 0.0002, 0.0009, 0.0012
O, 3.0281, 0.5053, 15.979, -0.0006, -0.0008, 0.0002
O, 4.1822, 10.5138, 18.0547, 0.0011, -0.0001, 0.0001
O, 5.5318, 2.6215, 21.5397, -0.0004, 0.0008, 0.0023
O, 4.7692, 8.441, 13.4079, -0.0002, 0.0005, 0.0011
O, 5.2972, 4.475, 16.6299, -0.0006, -0.0004, 0.0007
O, 8.9458, 0.4522, 18.3977, 0.0011, -0.0003, 0.001
O, 1.6853, 9.6335, 17.4301, -0.001, -0.0002, 0.0014
O, 4.4443, 6.0245, 12.212, -0.0004, 0.0011, -0.0036
O, 3.1997, 8.7982, 15.4351, -0.0001, 0.0002, 0.0002
O, 1.2815, 9.301, 12.4943, -0.0005, 0.0014, -0.0009
O, 9.5534, 4.5816, 18.3831, -0.0012, 0, 0.002
O, 2.9745, 2.727, 17.4971, -0.0001, -0.0006, 0.0001
O, 10.5454, 1.042, 16.5454, -0.0001, 0.0002, 0.0012
O, 6.679, 10.2939, 18.1444, -0.0011, 0.0002, 0.0011
O, 4.6618, 0.303, 20.5332, -0.0027, -0.0009, 0.0016
O, 6.4242, 2.9369, 14.7826, 0.0003, 0.0003, 0.0004
O, 10.0492, 3.6527, 16.0312, -0.0001, -0.0007, -0.0003
O, 2.8386, 9.4211, 20.1321, 0.0001, 0.0021, 0.0019
O, 8.5478, 5.7818, 16.0789, 0.0001, -0.0008, 0.0014
O, 4.1539, 4.1629, 10.2372, 0.0017, 0.0028, -0.0013
O, 8.3817, 8.5061, 10.7123, 0.0009, -0.0002, -0.0017
O, 7.205, 0.8912, 20.3719, 0.0029, -0.0022, -0.0003
O, 7.3398, 9.9151, 13.5275, 0.0006, -0.0004, 0.0004
O, 8.9345, 8.0747, 14.6955, 0.0001, 0.0012, -0.0007
O, 3.3978, 3.4635, 20.153, -0.0044, -0.0019, 0.001
O, 9.8744, 2.0012, 14.1035, 0.0009, 0, 0.0014
O, 1.4223, 6.5085, 12.6548, 0.0002, -0.0012, -0.0017
O, 8.5767, 3.8201, 12.611, -0.0003, -0.0005, -0.0019
O, 5.7061, 7.9978, 10.9581, -0.0019, -0.0011, -0.0024
O, 7.704, 6.0843, 13.4939, 0.0002, 0.0003, -0.0004
O, 10.0689, 9.3014, 17.2378, 0, 0.0006, 0.001
O, 8.2837, 9.4149, 20.0633, -0.0005, 0.0015, 0.0018
O, 0.2919, 5.424, 20.1613, -0.0003, -0.0015, 0.0022
O, 0.8496, 7.3701, 16.4133, 0.0004, 0.0003, 0.0005
O, 0.9969, 3.8586, 12.9245, 0, 0.0012, -0.0008
O, 8.5161, 10.5649, 15.7102, 0.0004, 0.0006, 0.0009
O, 2.1475, 2.484, 10.9422, -0.0017, -0.0001, 0.0022
O, 9.6799, 7.3751, 20.9964, 0.0001, -0.0006, 0.0027
O, 5.6075, 4.8994, 20.1068, 0.0014, 0.0027, 0.0009
O, 3.0201, 7.9844, 11.2591, 0.0016, -0.001, -0.0013
O, 10.3891, 2.2595, 11.5194, 0.0005, 0, -0.0018
O, 1.7717, 5.3422, 14.9877, 0.0002, 0.0005, 0.0011
O, 3.2927, 6.2046, 16.9835, 0.0007, 0.0002, 0.0011
O, 5.3297, 7.1286, 15.6352, -0.0002, -0.0005, 0.0009
O, 5.5106, 9.877, 15.7961, -0.0002, 0, -0.0004
O, 5.6245, 6.66, 18.183, -0.0001, 0.0002, -0.0017
O, 6.609, 4.9432, 11.2388, -0.0002, -0.0006, -0.003
O, 5.5019, 0.9626, 13.2547, -0.0008, 0.0011, -0.0004
O, 2.4088, 1.0253, 19.4568, -0.0003, 0.0005, 0.003
O, 1.536, 7.3998, 21.2259, -0.0018, -0.0008, 0.0023

Results
free energy: -128096.028 eV
free energy less fixed offsets of O -568.88, P -755.39, Si -635.61 eV per atom: -2.388 eV

The program warned: the cutoff lies below the one the program advises for these potential files; the exchange-correlation potential is rough where the density is thin.
